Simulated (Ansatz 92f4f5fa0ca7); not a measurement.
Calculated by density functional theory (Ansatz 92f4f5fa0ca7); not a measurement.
Periodic cell of 406 atoms, Si266O140, from a study of silicon, its oxide and their interface. The atomic structure is a simulated model.
Doubt: the cutoff is far below the 930 eV that the study's wrapper takes by default for these files, so forces and energies are approximate.
This geometry differs little from another in the collection (a relaxation step or a small displacement).

Settings: functional PBE; potential files Ansatz PAW; basis plane waves; wave-function cutoff 580 eV; density cutoff ratio 5; exchange-correlation grid ratio 1; k mesh 1 x 1 x 1, Gamma-centred; self-consistency stop 5e-08 eV per atom in the density residual; occupations fixed; spin none; net charge 0.

Cell vectors (angstrom)
a 15.4687 0 0
b 0 12.8259 0
c 0 0 36.3222

Atoms and the computed forces on them: element, x, y, z (angstrom), force x, y, z (eV/angstrom)
Si 0.0306 1.1377 33.6806 0.011 -0.0141 -0.0014
Si 3.8757 1.1865 33.5901 -0.0093 0.0003 0.018
Si 7.6814 1.1515 33.6149 -0.0231 0.0143 0.0175
Si 11.4541 1.1264 33.6543 -0.0265 0.0396 0.0059
Si 1.9635 7.5785 33.622 0.006 -0.0076 0.0176
Si 5.7335 7.5581 33.6405 -0.0086 0.0064 0.0155
Si 9.629 7.5935 33.5862 0.0045 -0.0015 0.0159
Si 13.4845 7.577 33.6439 -0.0158 0.0009 0.0238
Si 1.9336 5.247 34.0553 0.0073 0.0864 0.1515
Si 5.8008 5.247 34.0553 -0.0479 -0.1312 -0.7132
Si 9.6679 5.247 34.0553 -0.2235 -0.013 -0.1304
Si 13.5351 5.247 34.0553 -0.0942 -0.2392 -0.1359
Si 0 11.6599 34.0553 0.0865 0.1317 0.6433
Si 3.8672 11.6599 34.0553 0.0519 0.1801 0.4568
Si 7.7343 11.6599 34.0553 -0.5004 0.0779 0.1775
Si 11.6015 11.6599 34.0553 -0.2294 0.1045 0.4335
Si 0 4.664 35.292 0.0196 0.0583 -0.0093
Si 3.8672 4.664 35.292 0.0453 -0.1251 -0.1022
Si 7.7343 4.664 35.292 0.0389 0.0327 -0.0325
Si 11.6015 4.664 35.292 0.069 -0.01 -0.0324
Si 1.9336 11.0769 35.292 0.0064 0.03 0.0261
Si 5.8008 11.0769 35.292 0.0254 0.0747 0.1026
Si 9.6679 11.0769 35.292 0.0622 -0.167 -0.1232
Si 13.5351 11.0769 35.292 0.0222 0.1169 -0.0077
Si 0 2.332 35.7042 0.0464 0.0373 0.1161
Si 3.8672 2.332 35.7042 -0.022 -0.0697 -0.2275
Si 7.7343 2.332 35.7042 -0.0005 -0.0378 -0.2293
Si 11.6015 2.332 35.7042 -0.287 -0.0008 -0.0972
Si 1.9336 8.745 35.7042 0.1792 0.0018 -0.0714
Si 5.8008 8.745 35.7042 -0.1597 0.0122 -0.0721
Si 9.6679 8.745 35.7042 -0.0411 -0.0946 -0.2173
Si 13.5351 8.745 35.7042 -0.1876 -0.0725 0.0583
Si 1.9336 1.749 0.6188 0.0821 0.0377 -0.0351
Si 5.8008 1.749 0.6188 0.0294 -0.0521 -0.0486
Si 9.6679 1.749 0.6188 0.0219 0.0442 0.0008
Si 13.5351 1.749 0.6188 0.0735 -0.076 -0.0794
Si 0 8.162 0.6188 0.0233 -0.0572 -0.0688
Si 3.8672 8.162 0.6188 0.0356 -0.0127 0.0154
Si 7.7343 8.162 0.6188 -0.0162 -0.0588 -0.0721
Si 11.6015 8.162 0.6188 0.0363 0.0557 0.0185
Si 0 5.83 1.031 -0.0204 -0.0184 0.0281
Si 3.8672 5.83 1.031 0.0094 0.0299 0.0179
Si 7.7343 5.83 1.031 -0.0633 -0.0037 0.0142
Si 11.6015 5.83 1.031 -0.0522 0.0237 0.0269
Si 1.9336 12.2429 1.031 -0.0489 0.0113 0.0608
Si 5.8008 12.2429 1.031 0.0073 -0.0337 0.0061
Si 9.6679 12.2429 1.031 -0.0123 0.0768 0.0562
Si 13.5351 12.2429 1.031 -0.0038 -0.0702 -0.0231
Si 1.9336 5.247 2.2678 0.119 -0.0126 -0.2901
Si 5.8008 5.247 2.2678 0.0986 0.0779 0.4097
Si 9.6679 5.247 2.2678 -0.0155 -0.0621 -0.3121
Si 13.5351 5.247 2.2678 0.0937 -0.0572 0.1281
Si 0 11.6599 2.2678 -0.1014 0.0424 -0.1584
Si 3.8672 11.6599 2.2678 0.0672 0.0455 0.225
Si 7.7343 11.6599 2.2678 -0.154 0.0076 0.0285
Si 11.6015 11.6599 2.2678 0.0117 0.0203 0.0501
Si 1.9336 2.915 2.68 -0.0421 -0.1507 -0.0226
Si 5.8008 2.915 2.68 -0.02 0.1033 0.055
Si 9.6679 2.915 2.68 -0.0421 -0.1311 -0.0175
Si 13.5351 2.915 2.68 -0.0473 0.0188 -0.0445
Si 0 9.328 2.68 -0.0517 0.1047 0.1431
Si 3.8672 9.328 2.68 -0.0948 0.1386 0.0812
Si 7.7343 9.328 2.68 -0.0014 0.0087 -0.019
Si 11.6015 9.328 2.68 -0.0583 -0.0062 -0.0208
Si 2.8747 3.4594 28.5947 0.011 0.0377 -0.0471
Si -0.7716 -4.1477 26.9704 -0.0331 -0.0258 0.0095
Si 7.0174 -5.4566 26.0881 -0.0104 0.0121 -0.0125
Si 16.2928 -2.382 27.2043 -0.0199 0.0239 -0.0086
Si 2.2906 9.8139 28.9682 0.0151 0.0036 0.0068
Si 7.6537 1.1602 28.7011 0.0155 0.0003 -0.0024
Si 12.2446 10.7002 23.3273 0.0085 -0.0069 0.0042
Si 20.8644 2.1526 24.5048 -0.0121 -0.0005 -0.0093
Si 4.6994 6.6578 24.2577 -0.0511 -0.0063 0.029
Si 11.5628 0.787 29.1635 0.0023 -0.0007 -0.013
Si 16.0983 6.6569 27.2063 0.1588 -0.009 -0.181
Si 15.383 4.1577 30.8095 0.0202 -0.0361 0.0046
Si 2.4794 5.5463 26.1805 -0.029 0.1253 -0.0362
Si 7.5555 11.6248 22.4531 -0.0114 0.0005 -0.0008
Si 14.5573 4.8449 27.5248 0.1122 -0.0678 -0.2016
Si 17.3419 11.0446 30.9047 -0.0043 -0.019 -0.0306
Si -5.9494 8.8887 29.514 0.0013 0.0056 0.0163
Si 8.014 -2.4976 25.1523 -0.0016 -0.0021 -0.0006
Si 9.0446 4.9512 26.4442 -0.0394 -0.0106 -0.0044
Si 9.47 0.3317 30.143 -0.0219 -0.0092 0.0096
Si -1.9647 11.0499 30.7422 -0.0003 0.0118 -0.0186
Si 5.6944 7.9173 28.9206 0.0009 0.0007 -0.0084
Si 4.3676 12.0391 27.365 0.0003 0.0177 -0.0029
Si 20.2902 12.825 22.2259 0.0014 0.0085 -0.0182
Si 2.3904 3.0661 24.5844 -0.0235 0.026 0.0047
Si 3.7398 1.078 28.8994 -0.0243 -0.0112 -0.0072
Si 11.8301 0.7842 24.4775 -0.0007 -0.0107 -0.0097
Si 11.9401 4.7649 27.51 -0.0367 0.0164 -0.0318
Si 0.4243 3.1901 28.6886 -0.0282 -0.0046 0.0663
Si 3.1786 10.5547 21.5412 0.0001 0.0188 -0.0111
Si 4.4 8.7239 19.7602 -0.0012 -0.0005 0.0011
Si 17.2468 7.5344 29.1423 0.0149 -0.0224 0.0152
Si -1.7592 -3.6609 29.2209 0.0159 0.0474 -0.0096
Si 1.893 0.4983 30.3106 0.0235 0.0256 0.024
Si 11.6863 -4.7107 30.0259 -0.0678 0.0322 0.0089
Si 13.4985 0.5677 30.4695 -0.0011 -0.0031 0.0497
Si -0.2005 7.7961 30.3062 0.0537 0.0823 0.048
Si 3.8292 6.9038 30.1517 -0.0248 0.0143 -0.0084
Si 7.724 7.3486 30.2063 0.021 0.0021 0.006
Si 11.9935 5.9527 29.512 0.147 0.0181 0.1632
Si -1.132 5.8415 29.6132 -0.4957 -0.1298 0.4543
Si 3.7742 4.5573 30.5982 -0.025 -0.0085 0.0156
Si 7.8413 4.8341 30.4731 0.0116 0.0016 0.0163
Si 11.5267 4.1548 30.8665 -0.0564 0.0497 -0.0474
Si -0.0964 13.765 29.0874 0.0085 0.0062 -0.0407
Si 5.6359 11.2386 30.7283 -0.0146 0.0142 -0.002
Si 9.4961 10.8898 30.8333 0.0009 -0.0289 -0.0307
Si 20.1693 10.1591 28.8025 0.0226 -0.015 0.023
Si 1.9183 4.0924 32.0164 0.0277 0.0018 -0.0131
Si 5.835 4.162 31.8045 0.016 -0.0061 -0.0007
Si 9.5191 4.0455 31.9989 -0.0014 0.0129 0.0341
Si 13.4781 3.8057 32.1441 0.0567 0.2026 -0.1018
Si -0.0858 10.5127 32.0655 -0.0249 -0.0115 -0.024
Si 3.8278 10.5095 32.0558 0.0171 -0.0097 -0.026
Si 7.5418 10.5017 32.0252 -0.0075 0.0055 0.0019
Si 11.5338 10.5614 32.0204 0.0039 0.0107 -0.0187
Si 1.9173 1.7412 32.3628 -0.0012 0.0119 -0.0003
Si 5.8042 1.8258 32.3162 0 0.0107 -0.0056
Si 9.5372 1.6388 32.2566 0.0164 0.0362 -0.0152
Si 13.4734 1.5761 32.6035 0.0592 -0.083 -0.0711
Si -0.0297 8.2235 32.556 -0.0085 -0.0331 -0.0112
Si 3.8619 8.1259 32.2812 -0.0113 -0.0102 0.0089
Si 7.6285 8.177 32.4202 0.0167 -0.0114 -0.0188
Si 11.5874 8.2507 32.3924 0.015 -0.0154 -0.0077
Si 0 2.332 3.9167 0.1656 -0.0382 -0.2071
Si 3.8672 2.332 3.9167 0.2312 0.0262 0.3345
Si 7.7343 2.332 3.9167 0.0151 0.0624 0.2759
Si 11.6015 2.332 3.9167 0.1149 -0.2183 -0.3702
Si 1.9336 8.745 3.9167 0.4239 0.5522 0.3681
Si 5.8008 8.745 3.9167 0.2355 0.0632 0.2365
Si 9.6679 8.745 3.9167 -0.0206 -0.0816 -0.6478
Si 13.5351 8.745 3.9167 -0.1309 -0.3122 -0.6817
Si 2.0512 6.4417 4.2731 0.012 -0.0068 -0.002
Si 5.8742 6.4343 4.3922 0.0029 -0.0047 -0.0028
Si 9.6956 6.4122 4.2847 -0.0078 -0.0012 0.0089
Si 13.5902 6.4542 4.3217 0.0055 -0.0023 0.0043
Si -0.0581 12.8046 4.3227 -0.0066 0.0053 0.009
Si 3.8637 12.8232 4.3731 0.0058 0.0025 -0.0035
Si 7.6622 12.8237 4.34 -0.0144 0.0054 -0.0075
Si 11.5803 12.8111 4.3539 -0.0028 -0.0101 -0.0028
Si 0.1368 5.9934 5.496 -0.0044 0.0111 0.0116
Si 3.923 5.8615 5.6052 -0.0096 0.0081 0.0029
Si 7.848 5.847 5.634 0.0051 0.0048 0.0124
Si 11.6291 5.8826 5.5089 0.0011 0.0055 0.0233
Si 1.8678 12.3193 5.5555 -0.0045 -0.0015 0.0182
Si 5.7784 12.1876 5.6827 -0.0027 -0.0043 0.0041
Si 9.5997 12.269 5.5324 0.0242 0.0002 0.0127
Si 13.5059 12.0514 5.5412 -0.0016 -0.0016 0.0063
Si 0.1928 3.7181 5.8038 0.0082 -0.014 0.0112
Si 3.985 3.5383 6.001 0.0085 -0.0117 -0.0058
Si 7.8353 3.5059 6.0181 -0.0077 0.0063 -0.0073
Si 11.6828 3.5604 5.8733 -0.0152 0.0048 -0.0048
Si 2.0036 9.9908 6.0681 -0.0084 -0.0024 -0.0153
Si 5.8705 9.7947 6.0753 -0.0115 0.0025 -0.0067
Si 9.669 9.9323 5.8862 -0.0011 0.0102 0.0034
Si 13.5586 9.7325 5.978 0.0017 0.002 0.0115
Si 2.0102 3.1963 7.2296 -0.0001 0.0078 0.0195
Si 3.9919 5.5625 9.6323 -0.0068 -0.0134 -0.0037
Si 9.8549 3.0258 7.2076 0.0125 -0.0099 0.0006
Si 14.6502 1.4458 8.141 -0.007 0.0012 0.0066
Si 0.0696 9.2416 7.2161 -0.0076 0.0028 0.0074
Si 7.8607 13.062 8.9506 -0.0059 0.006 0.0094
Si 15.1512 12.1341 12.2449 -0.0042 -0.0213 0.0538
Si 11.0405 7.0037 7.5217 -0.0072 0.0236 -0.0152
Si -5.9622 9.8664 18.3138 0.0011 -0.0027 -0.0248
Si 6.1335 4.2486 9.381 -0.0036 -0.0054 0.0022
Si 8.6105 6.9147 7.665 0.0054 0.0173 -0.0045
Si 17.4639 2.049 10.7115 0.0041 -0.0185 0.0061
Si 1.3672 13.7786 7.3792 0.0247 0.0031 -0.02
Si 2.0969 12.931 9.3533 0.0169 0.033 -0.0179
Si 4.3964 12.5479 9.4426 0.0209 -0.0242 -0.0036
Si 14.6955 10.545 8.9862 0.0068 -0.0178 0.0058
Si 1.9834 4.183 9.4895 0.0085 -0.0078 -0.0296
Si 4.4898 10.2068 9.5253 -0.034 -0.0066 0.015
Si 7.9139 9.2665 7.2757 0.0039 -0.0112 0.021
Si 11.527 9.3274 7.1557 0.0106 -0.0144 0.0348
Si 3.119 12.106 16.143 -0.0019 -0.0097 0.0085
Si 0.6825 15.2887 13.7569 -0.048 0.0446 0.1508
Si 6.7537 15.3703 10.971 0.0033 -0.0013 0.0345
Si 13.4717 7.162 10.5699 0.0119 0.0005 -0.0447
Si -4.1035 1.8068 15.5328 -0.0028 0.0038 0.0005
Si 4.0778 1.0135 11.4314 0.0607 0.0207 0.0269
Si 11.8934 5.7217 9.3347 -0.0273 0.0064 0.0078
Si 10.255 3.9239 9.4117 0.0062 -0.0108 -0.0105
Si 0.954 11.1966 10.49 -0.0411 -0.02 0.0367
Si 11.471 12.7735 8.8344 0.0219 -0.0071 0.0172
Si 9.1233 9.2634 15.4128 -0.0084 0.0071 -0.0001
Si 11.5535 14.7015 10.3124 -0.0059 -0.0109 0.0022
Si 3.3277 6.9401 7.6606 -0.0009 -0.0057 0.0032
Si 0.0562 5.8582 9.4527 0.0169 0.0059 0.024
Si 14.9682 6.2897 15.4449 0.0054 0.03 0.0018
Si 9.4875 4.3272 15.623 0.0017 0.0005 -0.008
Si 0.8397 7.0082 7.5593 0.0089 0.0039 -0.0082
Si 10.973 10.4739 9.1564 0.0386 0.0205 -0.0253
Si 12.9217 9.5452 10.2256 -0.0239 -0.0191 -0.0255
Si 18.2029 9.6994 10.9952 0.042 -0.017 -0.0231
Si -7.12 6.5241 11.6498 -0.0245 0.0004 0.0118
Si 5.9087 2.9777 7.3219 -0.0007 -0.0083 0.0061
Si 9.7087 0.6989 7.5295 -0.0192 0.0093 0.014
Si 18.8738 0.8202 14.3146 0.0192 -0.012 -0.0014
Si 3.9434 9.2537 7.359 0.0147 0.0132 0.0224
Si 6.528 10.654 15.1062 -0.002 -0.0066 -0.0097
Si 14.1813 10.6464 17.5486 0.009 -0.0053 -0.0063
Si 17.9155 9.222 15.546 0.0088 0.0088 -0.0025
O 34.7694 13.0074 12.8522 -0.0096 0.0227 -0.0172
O 24.7497 4.9572 17.1349 0.0017 0.0004 0.0069
O 5.9481 -7.5545 20.8482 0.0115 -0.0044 0.0084
O 17.1907 -17.3608 23.5266 0.0001 0.0034 0.0039
O 3.3697 -15.1831 16.0865 -0.0033 -0.0174 0.0122
O 15.0491 0.1927 25.8065 -0.0007 -0.0117 0.0351
O -5.1917 0.9154 21.655 0.0053 0.0012 0.0005
O -15.7623 -18.9638 23.4627 0.0021 -0.0016 0.0009
O 4.4211 14.879 14.6597 -0.016 0.0259 0.0102
O 12.0488 16.2707 22.0089 0.006 0.0055 0.0034
O 21.1162 4.2444 13.9341 -0.0211 -0.0174 0.0188
O 26.4741 0.7303 14.3778 0.0041 0.0037 0.0008
O 51.7996 1.9642 11.6716 -0.0342 -0.0191 -0.0285
O 20.1527 20.5744 12.3913 0.0044 -0.0033 -0.0036
O 19.2951 -5.2856 20.7476 0.0033 0.0099 0.0042
O 11.6044 5.2714 20.063 0.0018 -0.0202 0.0114
O -5.9249 10.2416 14.1517 -0.0016 0.0027 -0.0015
O 21.67 14.2266 25.7252 -0.0007 -0.0111 0.0176
O -11.4817 15.709 24.9226 0.0086 -0.0106 -0.0008
O 21.693 19.4845 24.8411 0.0312 0.0043 0.014
O 24.8653 -13.2293 12.5958 0.0066 -0.0046 -0.0057
O 27.6399 -2.9575 24.7188 0.0098 -0.0106 0.006
O 11.4987 10.8886 27.3374 0.0019 -0.0028 0.0067
O 24.2387 -1.5105 18.3138 -0.0009 -0.0007 0.0088
O 15.0615 11.4256 20.994 0.0138 -0.0013 0.0031
O 23.4813 -14.2026 20.8811 -0.0001 0.0015 0.0019
O 20.9732 -2.9735 14.1101 -0.0106 -0.0024 -0.0041
O -1.6815 13.8861 18.45 0.0041 0.02 0.0093
O 28.779 16.128 19.7607 0.0461 -0.0425 -0.0554
O 22.7187 3.6139 17.8363 0.0025 0.0069 0.0129
O 16.837 19.4999 21.3776 0.0035 -0.0069 0.0053
O 8.4607 8.7107 18.7438 -0.0017 -0.0045 0.0156
O 35.4256 10.0891 20.6416 0.0047 -0.0136 -0.0056
O 15.806 2.6452 19.1352 -0.0629 0.0097 -0.0166
O 12.0394 -13.3642 23.5414 0.0029 0.009 0.0097
O 21.4058 -1.1497 22.4519 0.0092 -0.0025 0.0089
O 10.6487 2.7868 19.8066 0.0048 0.0024 0.0136
O -6.8358 4.2523 25.0154 0.0131 0.0028 0.0185
O 7.349 21.7434 25.6512 -0.0072 -0.0188 0.0045
O 11.366 13.0918 19.3819 -0.0047 0.0081 0.0145
Si 8.5483 -2.1891 9.1387 -0.0092 0.0178 -0.0181
Si 13.7232 -9.6336 6.93 -0.0095 0.0078 -0.0035
Si 25.9588 -3.1069 26.7877 -0.0024 -0.0012 0.0046
Si 12.7176 -4.309 25.504 -0.0134 0.011 -0.0087
Si 17.4516 7.925 18.216 -0.0017 -0.0121 -0.0066
Si 27.9046 -6.204 20.4563 0.0052 -0.0004 -0.0109
Si 13.8858 15.336 10.1392 -0.0263 0.009 0.0024
Si 26.3697 0.1893 12.8549 0.0099 -0.0062 -0.0068
Si 13.2359 16.1046 23.1235 0.0256 -0.0058 -0.0292
Si 13.2371 -4.8534 13.5732 -0.0262 -0.0109 0.0187
Si 15.9241 -1.4852 15.2297 0.0005 0.0073 -0.0149
Si 22.655 4.3147 13.4252 0.0053 0.0027 0.0018
Si 23.7477 -7.4474 9.5578 -0.0036 -0.0089 -0.0124
Si 8.6322 3.5204 28.4901 -0.0045 0.0111 -0.0223
Si 10.3094 6.8074 14.0362 -0.003 -0.0032 0.0152
Si 14.3713 -2.7729 21.498 0.013 -0.0059 -0.0014
Si 19.7776 -3.7969 13.3694 -0.0075 -0.0015 0.0034
Si -0.6657 -13.3434 27.3186 -0.0105 -0.0061 -0.0233
Si 0.8357 0.6087 24.8729 0.0077 0.0166 -0.0039
Si 20.1251 17.5907 21.6902 0.0041 -0.004 0.0094
Si 18.1339 6.4149 20.4351 0.0016 -0.0007 -0.0098
Si 27.8802 0.2373 18.1329 -0.007 0.0007 -0.022
Si 16.1248 -5.2211 22.5048 0.0123 0.0007 0.0012
Si 17.4968 -7.641 13.9612 0.0167 -0.0066 -0.0071
Si 7.5434 5.5658 21.0438 -0.0101 -0.0002 -0.0066
Si 29.0713 -6.5814 23.4527 0.0061 0.0171 0.0008
Si 13.7842 4.4933 8.8361 -0.0116 -0.0098 0.0229
Si 7.9092 3.8854 23.6139 -0.0007 -0.0036 -0.0155
Si 21.0857 -12.9863 17.442 -0.0136 -0.0007 -0.0227
Si 13.5442 12.3315 7.8702 -0.028 -0.0098 -0.0092
Si 14.5126 7.7057 18.2045 -0.004 0.0055 -0.0075
Si 13.9991 -9.3976 15.6564 0.0495 -0.1632 -0.0022
Si 3.1291 -16.5072 23.4698 0.0017 -0.0178 0.0045
Si 8.0816 4.9354 18.2578 -0.0039 -0.0078 -0.0228
Si 12.3377 -0.5116 27.3648 0.002 0.0011 -0.0546
Si 11.8771 -9.1283 20.4022 0.0286 -0.0028 -0.0142
Si 19.8462 -10.5989 20.3779 -0.0065 0.0001 -0.0092
Si 16.072 2.1133 22.3779 0.0096 -0.0032 0.007
Si 24.0137 -1.612 13.2589 -0.0004 0.0068 0.0187
Si 22.783 -17.9787 19.1898 -0.0014 0.0028 -0.0174
Si 11.5743 -3.393 20.6645 0.0002 -0.0033 -0.0069
Si 5.7479 0.7756 30.1862 0.0198 -0.0061 0.0249
Si -5.2399 1.2172 20.0565 0.0066 -0.0134 -0.0063
Si 6.5151 0.0539 26.6624 0.0157 0.0119 -0.0297
Si 13.1809 -14.8853 12.2355 -0.0077 0.0223 0.0737
Si 9.3559 1.272 22.9461 -0.0071 -0.0052 -0.0089
Si 20.0337 16.4671 14.9891 0.0148 0.0057 -0.0118
Si 16.7186 -11.0978 20.1507 0.0047 -0.0038 -0.0071
Si 14.2542 2.6136 18.6424 -0.0163 0.0707 -0.0261
Si 3.4717 -5.9287 11.6015 -0.001 0.0247 0.0362
Si 15.3441 -11.1832 11.7675 -0.0158 -0.0146 -0.0036
Si 0.7289 -1.3298 19.8355 0.0121 0.005 0.0066
Si 7.9518 12.1985 19.4079 0.0105 -0.0024 -0.0088
Si 5.8477 0.5938 7.7555 -0.0031 0.0148 0.0144
Si 18.1078 -1.6451 25.8332 0.0096 -0.0153 -0.0424
Si 5.8492 2.8489 17.6113 -0.0065 0.0058 -0.0107
Si 26.5058 -9.7987 28.8372 0.015 -0.0394 0.0082
Si 22.8788 -3.2982 10.797 -0.0307 -0.0239 0.0429
O -20.4952 -20.31 14.7568 -0.0022 0.0009 0.0029
O 10.7018 5.1309 26.4204 0.102 -0.0181 0.0211
O 20.4678 0.7828 20.8085 0.0011 -0.0036 0.0111
O 21.3114 -16.0994 10.2787 0.0409 -0.0078 -0.0028
O 18.8622 -2.7534 12.4861 0.0047 -0.0039 0.0026
O 4.722 -22.5099 21.6924 -0.0007 0.0109 0.0006
O 32.8574 4.5647 24.9908 0.014 -0.0576 -0.0014
O 25.7397 1.2337 24.2885 0.0066 -0.0056 0.0041
O 30.7374 -10.2738 15.1378 -0.0962 0.1238 -0.065
O 11.3432 7.8154 20.6644 0.0033 0.0045 0.0081
O 34.1529 17.3625 14.8646 -0.0044 -0.0023 -0.0062
O 20.5643 -10.0609 19.04 0.0069 -0.0017 -0.0008
O 14.7013 -9.804 22.4432 -0.0274 0.0061 0.0186
O 0.1965 12.1094 13.8333 -0.0139 0.0008 -0.0577
O 12.821 14.8569 24.0923 -0.0038 0.0098 0.015
O 11.75 20.3674 14.0574 0.077 0.0176 -0.0295
O 27.3968 11.7809 12.5874 0.0085 -0.0005 -0.0164
O 32.4035 12.2089 16.2088 0.0015 -0.0003 0.0098
O 25.4683 9.5658 16.7747 -0.0006 0.0021 0.0199
O -4.3079 -11.3607 11.8768 0.0081 -0.0054 -0.0148
O 4.5536 -20.2026 23.1615 0.011 -0.0131 -0.012
O 12.6498 41.1846 15.0987 0.1792 0.0721 0.0735
O 2.0324 -0.492 24.8296 -0.0001 -0.0309 0.034
O 25.0685 23.13 25.5468 0.0079 0.0016 0.0015
O 15.5185 -1.8984 18.4662 -0.0059 -0.0049 -0.0054
O 14.5298 -14.5451 16.0224 -0.0032 -0.0001 0.013
O 4.9073 -11.8274 23.4801 0.0054 -0.0014 0.0144
O -2.6737 7.243 24.4682 0.0101 -0.0053 0.0038
O 21.5833 -11.4847 17.0262 0.0043 -0.0063 0.0119
O 26.1789 -2.8427 19.4109 -0.0055 -0.0034 0.008
O 28.7765 -3.2269 13.412 -0.0027 -0.0101 -0.0343
O 29.0203 6.9815 19.3133 0.0028 -0.0018 0.0105
O 45.0012 -7.8628 15.1171 -0.0088 -0.0233 0.0005
O 16.9704 1.995 25.4586 0.0131 -0.0037 -0.0273
O 25.2529 -6.1362 12.4763 0.0055 0.0039 -0.0106
O 14.8569 6.6061 17.0449 0.0061 -0.0071 -0.0294
O 13.3613 4.702 23.9459 -0.0117 -0.0149 0.0128
O 32.8634 -17.5349 16.6185 0.0016 -0.0012 0.0046
O 21.496 20.181 27.3891 0.0143 -0.0004 0.0033
O 13.5961 7.1238 12.2173 -0.0195 0.0188 0.0341
O 19.4221 -0.1767 17.4852 0.0147 0.0001 0.0191
O 37.3506 -9.5286 23.9288 -0.0027 0.0012 0.0042
O 14.3475 7.5753 14.6777 -0.0151 -0.0237 -0.0024
O -12.2375 -3.9211 18.6293 -0.0001 0.0028 0.0088
O 18.822 8.3654 14.5169 0.0032 0.008 -0.0037
O -22.8059 25.8597 23.0431 0.0089 0.0059 0.0041
O 31.4226 -4.6265 18.829 0.0046 0.0029 0.0036
O 11.4053 -4.4605 26.5053 0.0031 -0.0019 0.015
O 16.5961 9.8907 14.8606 -0.0011 -0.0089 0.0038
O 38.8662 17.9918 22.578 0.0053 -0.0039 0.0038
O 32.8864 10.5913 20.447 -0.0168 0.0124 -0.0081
O 7.2914 -6.4445 18.1675 0.0038 0.0042 0.0127
O -28.9946 1.527 14.1851 -0.049 0.0189 -0.0137
O 12.0295 13.2277 26.0284 0.0187 -0.0204 0.0274
O 8.4214 4.784 19.8762 0.0021 -0.0002 0.0071
O 27.1294 -11.9103 16.8615 0.005 -0.0049 0.0029
O 33.5722 -19.6197 12.7131 -0.0024 -0.0267 0.002
O 9.3783 -29.1939 27.901 0.0071 0.0016 0.0188
O 18.7493 -15.6251 24.8493 -0.0169 0.028 0.0274
O 33.3494 -30.4243 11.0126 -0.0002 0.0252 -0.015
O -7.5033 -15.2115 23.5039 0.0018 -0.0001 0.0117
O 5.8503 -17.2602 19.1246 0.0092 -0.0066 0.0083
O 7.5668 -9.6345 12.2734 -0.0149 -0.0052 -0.0228
O 31.2567 -12.0239 23.3346 0.0093 -0.0019 0.0217
O 5.8954 -14.1192 16.3059 -0.0038 0.0077 0.0116
O 8.3447 -6.3652 26.4405 0.0038 -0.0021 0.0089
O 21.8904 12.3035 18.825 0.0006 -0.0014 0.0139
O 11.2465 22.9618 22.129 0.0062 -0.0004 0.0007
O 7.6938 10.4061 12.1456 0.0005 -0.0114 -0.0249
O 7.7641 -4.8351 11.2332 -0.0012 0.0223 -0.0151
O 31.9713 -19.6048 14.9321 -0.0187 0.0001 0.0054
O 23.5807 -8.6857 14.7584 0.0036 0.0003 0.0047
O 7.349 18.6155 12.7339 -0.0026 -0.0008 0.0001
O 44.1145 -3.1231 20.4336 0.0025 -0.0028 0.0062
O 24.7634 -5.1112 14.9449 0.0052 -0.0076 -0.0019
O 8.7203 13.662 19.5109 -0.0014 -0.0049 0.0068
O 22.8571 -13.8818 14.2688 0.0077 -0.0052 -0.0062
O 7.5362 9.527 15.7402 0.0021 -0.0004 0.0031
O 18.6228 4.5631 27.3515 0.0034 -0.0538 0.0558
O 18.8487 -0.7576 22.1432 0.0019 -0.0038 0.0022
O 32.1388 -12.6358 19.6136 -0.0041 -0.0097 0.0104
O -1.4116 -9.3576 17.2807 -0.0119 -0.0721 -0.0561
O 7.6638 1.3342 10.2568 0.007 -0.0142 -0.0278
O -1.672 23.2523 22.9506 0.0042 -0.0049 -0.0009
O 18.7627 -7.8322 20.8268 0.004 -0.0004 0.0047
O 24.2072 2.756 22.7922 0.0041 -0.005 0.0061
O 16.63 -21.6811 13.3046 -0.0087 -0.0253 0.0167
O -2.3237 32.0432 21.9016 0.0025 -0.0023 0.0052
O -1.6684 21.8796 17.6001 0.0056 0.0013 0.0117
O 33.735 2.1897 20.0419 0.007 0.0002 0.0072
O 20.4714 -21.9062 16.5529 0.0033 -0.005 0.0106
O 28.3271 -1.3124 17.9436 0.0001 0.0077 0.0095
O 23.1582 -5.656 20.7169 0.0013 -0.0073 0.0024
O -11.0843 -17.5652 23.5304 0.0054 0.0143 0.0035
O 17.8081 -6.3865 18.829 -0.0013 0.0066 0.0126
O 1.9398 2.8705 23.0154 -0.001 -0.0073 0.0204
O 25.6117 2.8455 15.798 0.0118 0 0.0037
O 30.7949 -4.0647 21.6821 -0.0012 -0.0001 0.0054
O 19.1425 -19.2 25.5122 0.034 -0.0211 -0.0123
O 7.2978 -1.171 25.8321 -0.0101 0.0001 0.0163

Results
free energy: -248711.791 eV
free energy less fixed offsets of O -568.88, Si -635.61 eV per atom: 3.669 eV

The program warned: the cutoff lies below the one the program advises for these potential files; the exchange-correlation potential is rough where the density is thin.
